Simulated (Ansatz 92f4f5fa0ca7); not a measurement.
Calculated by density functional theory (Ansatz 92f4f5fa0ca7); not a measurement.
Periodic cell of 184 atoms, Si120O64, from a study of silicon, its oxide and their interface. The atomic structure is a simulated model.
This geometry differs little from another in the collection (a relaxation step or a small displacement).

Settings: functional r2SCAN; potential files Ansatz PAW; basis plane waves; wave-function cutoff 800 eV; density cutoff ratio 5; exchange-correlation grid ratio 1; k mesh 1 x 1 x 1, shifted by 0.5 0.5 0 of a step; self-consistency stop 1e-10 eV per atom in the density residual; occupations fixed; spin none; net charge 0.

Cell vectors (angstrom)
a, 10.88, 0, 0
b, 0, 10.88, 0
c, 0, 0, 27.1591

Atoms: element, x, y, z (angstrom)
Si, 0.1572, -0.1156, 0.0269
Si, 2.9852, 2.3463, 0.1548
Si, -0.2619, 5.7924, -0.0928
Si, 2.203, 8.3719, -0.1235
Si, 5.2138, 0.126, 0.0282
Si, 7.9025, 2.9145, -0.2202
Si, 5.6435, 5.1128, -0.1458
Si, 8.3052, 7.8797, 0.133
Si, 1.3579, 1.2979, 1.4253
Si, 4.0916, 4.0555, 1.2706
Si, 1.2514, 6.8342, 1.3546
Si, 3.9936, 9.3775, 1.1565
Si, 6.8068, 1.3601, 1.2289
Si, 9.5132, 4.0554, 1.0921
Si, 6.7528, 6.6456, 1.3056
Si, 9.4774, 9.5389, 1.3045
Si, -0.0407, 2.7516, 2.5793
Si, 2.7306, -0.1247, 2.6771
Si, -0.0611, 8.1917, 2.7221
Si, 2.698, 5.442, 2.5834
Si, 5.4486, 2.6958, 2.6462
Si, 8.129, 0.0217, 2.6221
Si, 5.387, 8.0888, 2.5618
Si, 8.1756, 5.3392, 2.626
Si, 1.3306, 4.0908, 3.9437
Si, 4.0809, 1.3155, 3.9784
Si, 1.3491, 9.4884, 4.064
Si, 4.0507, 6.7784, 3.9665
Si, 6.8045, 4.0345, 4.0114
Si, 9.5042, 1.3804, 3.9605
Si, 6.7501, 9.4989, 3.9231
Si, 9.4716, 6.7729, 3.9966
Si, -0.012, 0.0306, 5.3342
Si, 2.6967, 2.7142, 5.2975
Si, -0.0036, 5.4438, 5.3375
Si, 2.7269, 8.1226, 5.3734
Si, 5.4456, -0.0183, 5.339
Si, 8.1594, 2.6974, 5.3626
Si, 5.4282, 5.4403, 5.3216
Si, 8.1183, 8.1613, 5.3199
Si, 1.3444, 1.3816, 6.691
Si, 4.0553, 4.0851, 6.6676
Si, 1.3626, 6.7782, 6.7174
Si, 4.0863, 9.5154, 6.6993
Si, 6.8104, 1.338, 6.7111
Si, 9.5065, 4.0909, 6.6889
Si, 6.7677, 6.8148, 6.6907
Si, 9.5094, 9.5333, 6.6705
Si, -0.0193, 2.7436, 8.042
Si, 2.7192, 0.0108, 8.0262
Si, 0.016, 8.1849, 8.0238
Si, 2.7253, 5.4378, 8.0851
Si, 5.4372, 2.7438, 8.0098
Si, 8.185, 0.0008, 8.0752
Si, 5.463, 8.1977, 8.0728
Si, 8.1423, 5.4603, 8.0345
Si, 1.316, 4.0833, 9.4152
Si, 4.0875, 1.3857, 9.3488
Si, 1.3847, 9.5287, 9.4071
Si, 4.1082, 6.8415, 9.4117
Si, 6.7821, 4.0972, 9.4
Si, 9.5361, 1.3853, 9.4273
Si, 6.8389, 9.545, 9.4578
Si, 9.5032, 6.853, 9.3535
Si, 0.0425, 0.0234, 10.7627
Si, 2.7022, 2.6929, 10.7045
Si, -0.0687, 5.494, 10.715
Si, 2.7834, 8.2102, 10.7923
Si, 5.4648, 0.091, 10.7372
Si, 8.1259, 2.7247, 10.7723
Si, 5.4788, 5.5093, 10.7719
Si, 8.2375, 8.1929, 10.8095
Si, 1.4563, 1.2975, 12.1383
Si, 4.0053, 4.1366, 11.9711
Si, 1.3205, 6.842, 12.0276
Si, 4.1997, 9.6221, 12.1322
Si, 6.7598, 1.4153, 12.1951
Si, 9.4261, 4.1536, 12.082
Si, 6.9057, 6.8291, 12.1798
Si, 9.5849, 9.6007, 12.1714
Si, 0.0108, 2.7904, 13.226
Si, 2.8892, -0.0103, 13.6313
Si, 0.1853, 8.2723, 13.4732
Si, 2.6288, 5.4533, 13.3489
Si, 5.3446, 2.9044, 13.3966
Si, 8.1223, 0.0175, 13.5646
Si, 5.6093, 8.315, 13.4797
Si, 8.1829, 5.4322, 13.6655
Si, 1.4651, 3.8532, 14.6748
Si, 3.8731, 1.7867, 14.853
Si, 1.9577, 9.12, 14.9266
Si, 4.0723, 6.907, 14.4262
Si, 6.1884, 4.6143, 14.7954
Si, 9.6777, 1.3963, 14.5791
Si, 7.265, 9.1958, 15.0563
Si, 9.5906, 7.0193, 14.7348
Si, -1.8233, 4.5632, 18.8832
Si, 10.4852, 0.9109, 21.9387
Si, -2.4903, -0.9578, 17.6914
Si, 0.671, 3.4627, 22.3702
Si, 11.0154, -0.2888, 16.5476
Si, 17.901, -1.2226, 25.1137
Si, 14.1271, 5.3442, 18.0988
Si, 12.897, -5.0146, 20.9229
Si, -1.9088, 4.8214, 22.0537
Si, 10.5289, -3.6162, 22.0774
Si, 4.9581, 3.168, 17.1162
Si, 3.8186, -2.8186, 22.367
Si, -1.6146, 1.0206, 24.8951
Si, 0.451, 5.6107, 16.9471
Si, 6.1987, -1.1578, 22.3094
Si, 5.9994, 4.8694, 19.013
Si, 8.901, 9.6271, 20.6863
Si, 9.3708, 1.7432, 17.5021
Si, 2.3209, 10.7289, 22.7958
Si, 13.4629, 2.0593, 24.4555
Si, 1.4381, 6.5004, 24.6835
Si, 4.2784, 5.8602, 24.2017
Si, 5.9646, 15.1128, 22.0211
Si, 4.6702, 1.5432, 22.5561
O, -6.7616, -8.6328, -3.2342
O, -0.3501, 0.6704, -1.3137
O, 2.6724, -5.3273, -2.9757
O, 3.1525, -3.9967, -5.6792
O, -1.4309, 6.8792, -0.4669
O, 1.2319, 9.6391, -0.4354
O, 11.7184, -0.09, -4.9607
O, 2.2037, 7.6369, -1.5908
O, 4.1083, 1.2628, -0.3351
O, 5.77, -0.4329, -1.4009
O, 4.9145, 5.7182, -1.4775
O, 8.5171, 2.3185, -1.6271
O, 0.5611, 7.1748, -3.7015
O, 6.7578, 4.0133, -0.6556
O, 9.7035, 12.0869, -3.8123
O, 7.4455, 8.4215, -1.127
O, 9.1913, 3.0297, 18.4103
O, -1.7669, 2.133, 15.9391
O, 4.5708, 1.7616, 16.3782
O, 8.6022, -1.6782, 19.1362
O, 3.0669, 7.9401, 15.2745
O, 9.9216, 8.6634, 21.5137
O, 8.2711, 11.5198, 17.9556
O, 13.4715, 5.2274, 19.5653
O, 5.6046, 14.1941, 18.6086
O, 5.1258, 5.8449, 15.155
O, 12.5785, -6.3444, 21.7727
O, 10.8405, 0.323, 15.0548
O, 8.3359, 7.9763, 15.1342
O, 7.1455, 9.532, 16.6898
O, 11.5427, 4.2784, 16.0412
O, 13.4051, 2.6843, 15.0666
O, 8.2676, -0.2302, 24.9605
O, 1.9851, 6.0962, 17.329
O, -0.7032, 4.1408, 22.8964
O, 4.8209, -5.0346, 18.3558
O, -0.557, -5.5443, 18.2022
O, 1.448, 2.7443, 23.5579
O, -7.3466, 3.9861, 17.2468
O, 9.2186, 4.563, 20.48
O, 7.5227, -6.6179, 22.5021
O, 10.8461, 0.9853, 17.5678
O, 9.7677, -1.2668, 16.8758
O, 12.3616, 9.705, 16.416
O, 7.5551, 5.1635, 18.5569
O, 6.1652, 3.8454, 16.2397
O, 5.0186, 8.8496, 21.6196
O, 0.4898, 5.57, 25.6211
O, 5.4052, -8.1478, 21.746
O, 9.166, 6.4054, 22.3117
O, 10.5244, -4.2011, 16.0414
O, 20.421, 0.2344, 20.818
O, 2.3386, 0.4441, 24.3174
O, 2.7276, -1.7026, 22.7685
O, -7.5324, 0.8013, 21.9237
O, 2.3462, 2.7671, 25.8762
O, -4.9859, 15.9139, 20.6173
O, 5.762, 11.2379, 22.6933
O, 0.188, 2.301, 21.3393
O, 5.0528, 4.9154, 23.1523
O, 7.4399, 9.7009, 21.3235
O, 6.6378, 9.0349, 23.6929
O, 0.6181, 6.7018, 20.8848
O, 4.4254, 7.389, 23.7023

Results
free energy: -113253.600 eV
free energy less fixed offsets of O -570.45, Si -639.56 eV per atom: 2.400 eV

Forces (eV/angstrom), in the order of the atoms: element, x, y, z
Si, 0.0232, -0.0095, 0.018
Si, -0.0143, -0.0057, -0.007
Si, 0.0182, 0.0207, -0.0202
Si, -0.0381, -0.0049, 0.0038
Si, 0.0041, 0.0091, 0.0028
Si, -0.0076, -0.0151, -0.0289
Si, -0.0042, 0.0067, -0.0316
Si, 0.0044, 0.0119, -0.0071
Si, 0.0076, -0.0044, 0.0004
Si, 0.0019, -0.002, 0.0068
Si, -0.0013, 0.0139, -0.0011
Si, -0.0003, 0.0037, 0.0044
Si, -0.0033, 0.0015, -0.0042
Si, -0.006, 0.0048, 0.0017
Si, -0.0048, -0.0092, -0.0034
Si, 0.0033, 0.0001, -0.0009
Si, 0.0065, -0.0041, -0.0062
Si, -0.0057, -0.0059, -0.0188
Si, 0.0102, 0.0081, -0.0055
Si, -0.0025, 0.0017, -0.0075
Si, -0.0019, 0.0026, -0.0047
Si, 0.0082, -0.0044, -0.0052
Si, -0.0127, -0.0029, -0.0029
Si, -0.0055, -0.0033, -0.0074
Si, 0.0022, 0.0024, 0.0049
Si, -0.0024, -0.0006, 0.003
Si, 0.0006, -0.0051, -0.003
Si, 0.0059, 0.0005, 0.0018
Si, -0.0009, 0.0031, 0.0046
Si, -0.0102, 0.0017, 0.0074
Si, 0.0065, 0.0056, 0.0076
Si, 0.0098, -0.0035, 0.0031
Si, 0.0056, 0.0002, 0.0016
Si, 0.0005, -0.0062, 0.006
Si, -0.0037, 0.0046, 0.0051
Si, -0.0055, 0.0042, 0.0018
Si, -0.0034, 0.0013, 0.0053
Si, 0.0006, 0.0015, 0.0055
Si, 0.0036, -0.0033, 0.0004
Si, -0.004, -0.0021, 0.0042
Si, 0.0025, 0.0028, -0.0005
Si, -0.0048, 0.0039, -0.0023
Si, 0.0015, -0.0025, -0.0038
Si, 0.004, 0.0012, 0.0001
Si, -0.0004, -0.0038, -0.0032
Si, -0.0018, 0.0019, -0.003
Si, 0.0021, 0.0015, -0.0008
Si, 0.0001, 0.0001, -0.0011
Si, -0.0012, -0.0028, -0.0025
Si, -0.0055, -0.0039, 0.005
Si, 0.002, 0.0016, 0.0047
Si, 0.0003, -0.0017, -0.0012
Si, 0.005, -0.0001, 0.004
Si, -0.0037, 0.0034, 0.0018
Si, -0.0001, 0.0031, 0.0002
Si, -0.0039, -0.002, 0.0023
Si, 0.0022, 0.0031, -0.0074
Si, -0.0012, 0.0047, -0.0005
Si, 0.0005, 0.0048, -0.0086
Si, 0.0062, 0.0027, -0.0018
Si, -0.0001, 0.0003, -0.0041
Si, 0.0017, -0.0009, -0.0015
Si, -0.0023, -0.0037, -0.0067
Si, -0.002, 0.0016, -0.0027
Si, 0.0053, 0.009, 0.0007
Si, 0.0089, -0.0117, 0.0011
Si, -0.0087, 0.0046, -0.0051
Si, -0.001, -0.0071, -0.0117
Si, 0.0007, 0.0026, -0.0021
Si, -0.0027, 0.0005, -0.0037
Si, 0.0007, 0.0029, -0.0037
Si, 0.0038, -0.0059, 0.0004
Si, -0.0005, -0.0014, -0.0022
Si, -0.0046, -0.0069, 0.0033
Si, 0.0007, 0.0025, 0.0079
Si, 0.0039, 0.0151, -0.0036
Si, -0.0047, 0.0045, 0.0019
Si, 0.0025, -0.0022, 0.0022
Si, 0.0076, 0.0013, 0.008
Si, -0.0143, -0.004, 0.0079
Si, -0.0016, 0.0011, 0.0124
Si, 0.0002, -0.0042, 0.0051
Si, 0.0101, -0.0043, 0.0016
Si, 0.0026, -0.0061, -0.0037
Si, 0.0007, 0.0101, 0.0025
Si, 0.0065, -0.005, 0.0034
Si, 0.008, -0.0062, 0.0094
Si, -0.0105, -0.0013, -0.0048
Si, -0.0035, -0.0131, 0.0115
Si, 0.0131, 0.0134, 0.003
Si, 0.004, -0.0095, 0.0275
Si, 0.0058, -0.0013, 0.0249
Si, -0.0255, -0.0061, 0.0174
Si, -0.003, 0.026, -0.0061
Si, 0.0242, -0.0099, -0.0091
Si, 0.0088, 0.0293, -0.0086
Si, -0.0009, 0.0018, 0.0067
Si, 0.0002, -0.0017, -0.0062
Si, 0.0026, 0.0054, 0.0046
Si, 0.0019, 0.0018, -0.0061
Si, 0.0007, -0.0051, 0.0152
Si, 0.0032, 0.0023, -0.017
Si, 0.0012, 0.0018, -0.0052
Si, 0.0049, -0.0016, -0.0074
Si, 0.0022, 0.0013, -0.0057
Si, 0.0048, -0.006, -0.0026
Si, -0.0165, 0.006, 0.0079
Si, -0.0003, -0.0013, -0.0048
Si, 0.0063, -0.0054, -0.0185
Si, 0.011, 0.0013, 0.0216
Si, -0.0035, -0.0019, -0.0034
Si, -0.0041, -0.0004, -0.0012
Si, 0.003, 0.004, 0.0016
Si, 0.002, -0.0023, 0.0057
Si, -0.0003, 0.0008, -0.0044
Si, 0.0068, 0.0032, -0.0083
Si, 0.0037, 0.0015, -0.0136
Si, -0.0066, 0.0012, -0.0166
Si, 0.0018, -0.0066, -0.0096
Si, -0.0026, 0.0009, -0.0021
O, 0.0008, -0.0017, 0.0081
O, -0.0079, 0.0054, 0.0119
O, 0.0009, -0.0018, 0.006
O, -0.0016, 0.0045, 0.0049
O, -0.017, -0.0244, 0.0013
O, 0.006, -0.0036, -0.0403
O, 0.0025, -0.0023, 0.0021
O, 0.0097, -0.0003, 0.0282
O, -0.0055, 0.0066, -0.0053
O, -0.0026, -0.0016, 0.0161
O, 0.0043, -0.0054, 0.0286
O, -0.0081, 0.0058, 0.0189
O, -0.0015, 0.0015, 0.0045
O, 0.0141, 0.0104, 0.0184
O, -0.0039, -0.0045, 0.0081
O, 0.009, -0.0063, 0.0077
O, 0.0019, -0.0053, -0.0019
O, 0.0029, -0.0073, -0.0043
O, 0.0004, -0.003, -0.0149
O, -0.004, -0.0037, -0.0082
O, -0.0137, 0.0073, -0.0201
O, 0.0003, -0.0018, 0.0056
O, 0.0009, -0.0053, -0.0043
O, 0.0021, -0.0023, 0.0068
O, 0.0013, 0.0026, 0.0009
O, 0.0156, 0.0105, -0.0024
O, -0.0052, -0.0027, 0.0054
O, -0.0071, -0.0015, 0.0027
O, -0.0378, -0.0155, 0.028
O, -0.0081, 0.0091, -0.0263
O, 0.008, -0.0055, -0.0199
O, -0.0097, -0.0123, 0.0127
O, -0.0046, 0, 0.008
O, -0.0078, -0.0007, -0.0038
O, 0.0012, -0.0023, 0.0035
O, 0.0041, -0.002, -0.0011
O, -0.0035, -0.0003, -0.0062
O, 0.0016, -0.0032, 0.0028
O, 0.0077, -0.0008, -0.0078
O, -0.0004, -0.0004, 0.0003
O, -0.0008, -0.0005, 0.0007
O, 0.0016, -0.0008, -0.0048
O, 0.0007, -0.0026, -0.0019
O, -0.0015, 0.0029, -0.0112
O, 0.0019, -0.0037, -0.0034
O, 0.0056, -0.0028, -0.0182
O, -0.0004, -0.0021, -0.0011
O, -0.0046, 0.002, 0.0167
O, 0, -0.0006, 0.0022
O, 0.0001, 0.0012, 0.0037
O, -0.0036, 0.0043, -0.0173
O, -0.0037, -0.0011, -0.0004
O, -0.0045, 0.0017, 0.0054
O, 0.0026, -0.0007, 0.0043
O, -0.0025, 0.0015, 0.0028
O, 0.0015, 0.0019, 0.0104
O, 0.0022, 0.0011, 0.0034
O, 0.0012, -0.0011, 0.0025
O, -0.0013, 0.0019, 0.0053
O, -0.0013, 0.0023, 0.01
O, 0.0006, -0.0009, 0.0064
O, -0.003, 0.0025, 0.006
O, -0.0045, 0.0013, 0.0002
O, 0.002, -0.0019, 0.0048

The program warned: the cutoff lies below the one the program advises for these potential files; the forces do not sum to zero within the program's tolerance; empty levels may hold ghost states of the PAW files; the exchange-correlation potential is rough where the density is thin.
